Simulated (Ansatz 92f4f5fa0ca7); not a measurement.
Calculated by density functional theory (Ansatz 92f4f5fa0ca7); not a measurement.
Periodic cell of 222 atoms, Si132O86H4, from a study of silicon, its oxide and their interface. The atomic structure is a simulated model.
Doubt: the cutoff is low for norm-conserving oxygen, so forces and energies are approximate.
Doubt: the program's own warning below bears on the result.

Settings: functional HSE06; potential files SPMS norm-conserving; basis plane waves; wave-function cutoff 800 eV; density cutoff ratio 4; exchange-correlation grid ratio 1; k mesh 1 x 1 x 1, Gamma-centred; occupations fixed; spin none; net charge 0.

Cell vectors (angstrom)
a  10.938  0  0
b  0  10.938  0
c  0  0  32.1424

Atoms: element, x, y, z (angstrom)
Si  10.7376  0.2447  24.6647
Si  5.7358  10.5241  24.6451
Si  2.5961  3.0579  24.566
Si  8.52  2.4861  24.7054
Si  0.2837  5.2158  24.7588
Si  5.324  5.7001  24.6294
Si  3.0503  7.8982  24.6826
Si  8.1065  8.426  24.7531
Si  1.4642  1.383  25.8874
Si  6.8336  1.3237  25.8933
Si  4.1537  4.1341  25.97
Si  9.6421  4.0451  26.0573
Si  1.4378  6.8142  26.0224
Si  6.9016  6.819  25.9913
Si  4.1528  9.4844  26.0306
Si  9.6316  9.6236  26.0531
Si  2.7611  -0.0194  27.3174
Si  8.1895  0.0115  27.3696
Si  0.0832  2.6779  27.3734
Si  5.492  2.7086  27.3082
Si  2.7696  5.4445  27.3907
Si  8.236  5.4328  27.3569
Si  0.0352  8.1909  27.3572
Si  5.5184  8.1524  27.3963
Si  4.1018  1.3673  28.7242
Si  9.5708  1.3673  28.7242
Si  1.3673  4.1018  28.7242
Si  6.8362  4.1018  28.7242
Si  4.1018  6.8362  28.7242
Si  9.5708  6.8362  28.7242
Si  1.3673  9.5708  28.7242
Si  6.8362  9.5708  28.7242
Si  0  0  30.0914
Si  5.469  0  30.0914
Si  2.7345  2.7345  30.0914
Si  8.2035  2.7345  30.0914
Si  0  5.469  30.0914
Si  5.469  5.469  30.0914
Si  2.7345  8.2035  30.0914
Si  8.2035  8.2035  30.0914
Si  1.3673  1.3673  31.4587
Si  6.8362  1.3673  31.4587
Si  4.1018  4.1018  31.4587
Si  9.5708  4.1018  31.4587
Si  1.3673  6.8362  31.4587
Si  6.8362  6.8362  31.4587
Si  4.1018  9.5708  31.4587
Si  9.5708  9.5708  31.4587
Si  2.7345  0  0.6835
Si  8.2035  0  0.6835
Si  0  2.7345  0.6835
Si  5.469  2.7345  0.6835
Si  2.7345  5.469  0.6835
Si  8.2035  5.469  0.6835
Si  0  8.2035  0.6835
Si  5.469  8.2035  0.6835
Si  4.1018  1.3673  2.0507
Si  9.5708  1.3673  2.0507
Si  1.3673  4.1018  2.0507
Si  6.8362  4.1018  2.0507
Si  4.1018  6.8362  2.0507
Si  9.5708  6.8362  2.0507
Si  1.3673  9.5708  2.0507
Si  6.8362  9.5708  2.0507
Si  0  0  3.418
Si  5.469  0  3.418
Si  2.7345  2.7345  3.418
Si  8.2035  2.7345  3.418
Si  0  5.469  3.418
Si  5.469  5.469  3.418
Si  2.7345  8.2035  3.418
Si  8.2035  8.2035  3.418
Si  1.3378  1.3747  4.778
Si  6.8358  1.3633  4.782
Si  4.1087  4.1033  4.7917
Si  9.437  4.2027  4.6966
Si  1.3244  6.8703  4.7787
Si  6.8167  6.8731  4.8312
Si  4.0466  9.6401  4.7664
Si  9.554  9.5646  4.865
Si  2.6853  0.0357  6.2204
Si  8.172  0.031  6.2291
Si  -0.1878  2.7609  5.9098
Si  5.4364  2.6911  6.1646
Si  2.7483  5.5248  6.0903
Si  8.157  5.4874  6.2476
Si  -0.0551  8.1464  6.2824
Si  5.429  8.308  6.122
Si  4.2723  1.1865  7.5958
Si  9.3225  1.6961  7.4771
Si  1.0656  4.2695  7.0956
Si  6.9915  3.8373  7.4916
Si  3.863  7.1389  7.4164
Si  9.832  6.4438  7.6736
Si  1.5859  9.316  7.5016
Si  6.5141  9.8821  7.5182
O  2.736  8.2048  7.9828
O  8.1688  2.7769  8.0131
O  4.1876  6.8001  24.1342
O  9.6055  1.3626  24.1595
O  5.3919  0.0582  8.0636
O  0.0835  5.317  7.9182
O  1.3834  4.1167  24.2016
O  6.9564  9.4896  24.2452
H  1.0304  9.8882  8.7627
H  7.0917  9.2404  8.7382
O  4.5908  6.5348  8.7566
O  9.3346  6.7432  9.2348
O  3.7088  1.8806  9.0132
O  1.6416  3.0764  8.0567
O  6.1981  4.4126  8.8289
O  10.1455  1.136  8.7994
H  0.3441  10.5285  23.4339
H  2.4302  8.5132  23.4692
O  10.6166  5.8863  23.3948
O  5.9897  5.0326  23.2655
O  4.9749  10.7714  23.2092
O  7.9684  3.2568  23.3676
O  8.8317  7.8703  23.3886
O  3.3069  2.7064  23.1146
Si  6.5945  1.502  15.4362
Si  4.953  10.7809  21.582
Si  7.7403  7.5927  16.0386
Si  6.0004  1.5132  12.2398
Si  0.8054  0.0312  17.2918
Si  1.1777  1.5356  14.5105
Si  6.5049  5.2664  17.8792
Si  10.7233  1.3285  10.319
Si  7.2866  4.4244  22.4743
Si  3.0893  8.8037  17.1664
Si  4.0507  5.4506  19.8459
Si  5.3182  4.7711  15.1568
Si  0.1453  10.0986  12.4751
Si  1.9518  2.0338  19.175
Si  9.491  6.6618  22.5272
Si  8.5048  3.2259  11.6058
Si  0.2103  7.5649  19.9441
Si  3.2259  5.1597  11.3066
Si  9.3227  9.4404  18.0345
Si  4.9131  1.711  18.015
Si  6.9839  3.1139  19.5971
Si  0.3306  4.5195  15.4066
Si  2.7412  6.603  14.9799
Si  5.6356  5.6988  9.6687
Si  8.5007  8.1531  13.0092
Si  2.7382  8.1027  12.2758
Si  3.5626  2.6341  21.5047
Si  8.4235  6.254  10.5151
Si  6.9848  0.1567  19.4902
Si  8.2641  3.9286  14.7018
Si  3.6618  2.9721  13.2884
Si  3.2405  8.3309  20.2427
Si  5.5946  9.7014  15.5796
Si  5.5524  9.5106  12.5227
Si  2.3791  2.7452  9.4491
Si  1.3231  4.9321  18.4671
O  1.4684  9.158  12.0949
O  8.4859  4.6392  10.7851
O  4.2126  9.7546  16.4469
O  4.2537  5.9607  14.8024
O  4.5697  2.2973  12.1072
O  6.4329  10.497  20.9167
O  7.1511  2.3126  11.3906
O  2.663  7.7669  13.8594
O  5.4948  2.9006  18.9576
O  2.2516  1.9816  20.7746
O  4.6108  3.4592  14.5139
O  8.7987  8.4963  16.8393
O  8.8763  7.0253  11.8793
O  1.2456  0.9433  16.0213
O  6.3684  1.4895  13.8266
O  4.8405  5.2681  11.0334
O  9.6102  4.7179  15.2857
O  0.4607  0.3794  13.5672
O  0.4848  6.1254  19.2019
O  1.6036  8.3037  20.4051
O  3.7819  6.8395  20.7069
O  7.6078  4.2233  18.5512
O  2.6293  4.2229  10.1065
O  6.2675  8.2644  15.8838
O  6.7704  10.8436  15.8328
O  5.0878  9.8367  14.0453
O  2.9363  4.3012  12.6705
O  2.5725  6.6728  11.4335
O  7.4473  6.3263  17.0505
O  2.6397  1.8354  13.8453
O  7.8415  2.5861  15.6145
O  9.8176  2.4163  11.1121
O  5.4648  4.6565  16.7696
O  5.5173  5.7284  19.1244
O  7.0196  8.755  12.5781
O  3.3  1.8432  18.2242
O  5.8151  10.9143  11.7079
O  1.6838  9.6074  17.243
O  0.5143  3.0354  14.7079
O  5.6344  0.326  18.5486
O  8.6731  3.499  13.1949
O  2.9214  5.2839  18.6522
O  7.7078  1.6418  19.63
O  6.8819  6.6425  10.1248
O  10.2079  7.2932  21.2322
O  5.3513  1.8933  16.4482
O  0.7376  4.721  16.9663
O  1.0071  0.8053  18.7149
O  1.4226  5.6096  14.7565
O  3.9202  4.1327  20.871
O  8.0694  10.0555  18.8814
O  9.7706  9.2277  13.0053
O  10.3114  8.581  18.993
O  10.1574  10.6168  17.2707
O  1.3513  1.8374  10.3437
O  4.6597  1.4305  21.229
O  10.6485  -0.1145  11.0735
O  3.6321  8.5018  18.6676
O  2.7489  7.3823  16.4208
O  8.3266  5.6125  22.0956
O  8.3614  7.4603  14.5062
O  6.8403  3.7237  21.0856
O  4.2377  8.7199  11.8851
O  6.8833  4.8672  14.5915
O  3.8902  9.6086  21.072
O  1.1286  3.4323  19.0599

Results
free energy: -53543.043 eV
free energy less fixed offsets of H -15.86, O -447.96, Si -113.29 eV per atom: -0.763 eV
gap between the highest filled and lowest empty level on this k mesh: 1.234 eV

The program warned: the cutoff lies below the one the program advises for these potential files; the model core charge is not resolved on the grid; the forces do not sum to zero within the program's tolerance; the exchange-correlation potential is rough where the density is thin.
